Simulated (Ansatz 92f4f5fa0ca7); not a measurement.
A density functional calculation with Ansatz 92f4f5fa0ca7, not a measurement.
Periodic cell of 215 atoms, Si131O82P2, from a study of silicon, its oxide and their interface. The atomic structure is a simulated model.
Doubt: the cutoff is far below the 930 eV that the study's wrapper takes by default for these files, so forces and energies are approximate.

Settings: functional PBE; potential files Ansatz PAW; basis plane waves; wave-function cutoff 580 eV; density cutoff ratio 5; exchange-correlation grid ratio 1; k mesh 1 x 1 x 1, Gamma-centred; self-consistency stop 5e-08 eV per atom in the density residual; occupations fixed; spin none; net charge 0.

Cell vectors (angstrom)
a  10.938  0  0
b  0  10.938  0
c  0  0  31.5432

Atoms and the computed forces on them: element, x, y, z (angstrom), force x, y, z (eV/angstrom)
Si  10.4146  0.5339  24.2079  0.0051  -0.0101  0.024
P  6.0649  10.5099  24.3178  0.0445  -0.0518  -0.0657
Si  2.0951  3.2825  24.0694  0.0093  -0.004  -0.0197
Si  8.7161  2.267  24.2992  -0.0039  -0.0116  -0.0474
Si  0.4634  5.1067  24.1344  0.0068  0.0106  -0.0214
Si  5.1428  5.9256  24.2178  -0.0084  -0.0013  -0.0421
Si  3.4688  7.6746  24.1547  -0.0096  0.0165  -0.0047
P  7.8991  8.7797  23.6618  0.1869  0.1167  -0.2882
Si  1.2859  1.475  25.4081  0.0202  0.0072  -0.0283
Si  6.8936  1.3532  25.5167  -0.0005  -0.008  -0.0261
Si  4.0163  4.1459  25.3003  -0.0082  -0.004  0.0059
Si  9.6498  4.1194  25.4335  -0.0107  0.004  -0.0132
Si  1.4999  6.8619  25.3267  0.0055  0.0123  -0.0046
Si  6.9312  7.0072  25.3273  -0.03  -0.0132  -0.1007
Si  4.2233  9.575  25.3979  -0.0158  -0.0261  -0.0499
Si  9.4119  9.6187  25.2984  0.0182  -0.0015  -0.1056
Si  2.7267  0.032  26.6405  0.0004  0.0207  0.0262
Si  8.2094  -0.0398  26.8854  -0.0297  -0.0068  0.0138
Si  0.0015  2.7762  26.8936  -0.0061  -0.0068  -0.0051
Si  5.404  2.7745  26.6756  -0.0195  -0.0145  0.0123
Si  2.7334  5.4726  26.8091  -0.0036  -0.0075  -0.0027
Si  8.189  5.5124  26.6688  0.0602  0.025  -0.0041
Si  -0.0234  8.2311  26.5763  0.0151  -0.0254  0.0332
Si  5.5281  8.1935  26.8208  0.0151  0.0469  -0.0047
Si  4.0898  1.3691  28.0726  0.0013  -0.0083  -0.0092
Si  9.5655  1.3812  28.1949  0.0063  -0.0152  0.0225
Si  1.3825  4.1308  28.2005  -0.0119  0.0052  0.0208
Si  6.8145  4.1243  28.0544  -0.0123  0.0208  -0.0225
Si  4.0958  6.8479  28.1517  0.044  -0.0263  -0.022
Si  9.5944  6.8465  28.0445  0.0147  0.0106  -0.0043
Si  1.3456  9.5855  28.0181  0.0011  0.0004  -0.0116
Si  6.8327  9.5515  28.2127  0.0057  0.0175  0.0684
Si  0.0175  -0.0124  29.4868  -0.0142  0.0148  0.0076
Si  5.4504  0.0187  29.4968  -0.0043  -0.0055  -0.005
Si  2.7481  2.7259  29.4988  -0.0043  -0.0027  0.0015
Si  8.163  2.7633  29.4882  0.0181  -0.006  -0.0121
Si  -0.0151  5.498  29.4975  0.0004  -0.0013  -0.006
Si  5.4731  5.4716  29.4869  -0.0127  0.005  0.0063
Si  2.703  8.2305  29.4679  0.0184  0.0083  -0.0154
Si  8.2368  8.1775  29.4974  0.0011  -0.0022  -0.0003
Si  1.3673  1.3673  30.8594  0.1169  -0.0891  0.0336
Si  6.8362  1.3673  30.8594  -0.1856  0.0937  -0.0124
Si  4.1018  4.1018  30.8594  0.1549  -0.0636  0.0317
Si  9.5708  4.1018  30.8594  -0.1488  0.1233  -0.1301
Si  1.3673  6.8362  30.8594  -0.0665  0.1866  -0.0712
Si  6.8362  6.8362  30.8594  0.1198  -0.1083  0.0325
Si  4.1018  9.5708  30.8594  -0.1908  0.1004  -0.1308
Si  9.5708  9.5708  30.8594  0.1354  -0.0895  0.0472
Si  2.7345  0  0.6835  0.0861  -0.1092  0.0689
Si  8.2035  0  0.6835  -0.1707  0.0463  -0.0467
Si  0  2.7345  0.6835  -0.1741  0.1282  -0.0221
Si  5.469  2.7345  0.6835  0.0719  -0.1156  0.0576
Si  2.7345  5.469  0.6835  -0.1589  0.1165  -0.036
Si  8.2035  5.469  0.6835  0.0813  -0.1705  0.1006
Si  0  8.2035  0.6835  0.1618  -0.1086  0.0694
Si  5.469  8.2035  0.6835  -0.0372  0.1359  -0.0436
Si  4.1112  1.3528  2.0541  -0.0027  0.0007  -0.0029
Si  9.5392  1.3861  2.0417  0.0064  -0.0176  -0.002
Si  1.3294  4.1347  2.0552  0.0064  -0.0104  -0.0071
Si  6.8517  4.0749  2.0531  -0.0096  0.004  0.0034
Si  4.0779  6.8614  2.0392  0.0093  -0.0091  -0.0029
Si  9.5883  6.8177  2.0513  -0.0043  0.0031  0.0019
Si  1.3768  9.5593  2.0543  -0.0063  0.0059  0.0056
Si  6.827  9.5766  2.0645  -0.0007  -0.0031  -0.0058
Si  -0.0421  -0.0115  3.348  -0.0177  0.0092  -0.0203
Si  5.4607  -0.0092  3.4839  0.0005  0.0007  0.0132
Si  2.6947  2.7241  3.3446  -0.0016  0.0059  -0.0143
Si  8.1839  2.702  3.4912  0.0039  -0.0096  0.0148
Si  -0.0271  5.4735  3.5108  -0.0022  0.0028  0.0178
Si  5.4557  5.4722  3.3305  -0.0058  0.0111  -0.0238
Si  2.7354  8.2071  3.48  0.0041  -0.0026  0.0132
Si  8.2178  8.184  3.3813  0.0128  -0.0002  -0.0046
Si  1.2927  1.368  4.6773  0.0021  -0.0036  -0.0066
Si  6.8387  1.3083  4.9105  0.0018  -0.0015  -0.004
Si  4.0631  4.119  4.643  0.0033  -0.0025  -0.0051
Si  9.5291  4.0685  4.8953  0.0018  0.0054  -0.0118
Si  1.3536  6.8744  4.8894  -0.0038  0.0011  -0.0089
Si  6.8323  6.8026  4.6912  0.0045  0.0026  -0.0044
Si  4.1047  9.5653  4.8923  0.0041  0.0039  -0.0051
Si  9.5715  9.5658  4.7459  0.0025  -0.0005  -0.0008
Si  2.6213  0.0453  6.1088  0.0037  -0.0006  0.0063
Si  8.2278  -0.1291  6.2643  0.0014  -0.0007  0.0026
Si  -0.0215  2.655  6.1934  -0.0049  0.001  0.0108
Si  5.3786  2.7722  6.0706  0.0016  -0.0038  0.0089
Si  2.7526  5.4366  6.1299  -0.0037  0.007  0.0111
Si  8.0936  5.4417  6.1843  0.0032  -0.0043  0.0048
Si  -0.0028  8.3005  6.2346  0.0024  -0.0041  0.0036
Si  5.5658  8.155  6.1598  -0.0019  0.0027  0.008
Si  3.4736  1.9513  7.1741  0.0132  -0.0168  0.0204
Si  10.0234  0.8351  7.4652  0.0021  0.0021  -0.0018
Si  1.771  3.6656  7.3394  0.0015  0.0007  0.0095
Si  6.2072  4.5295  7.3854  0.0045  0.0006  0.0096
Si  4.6359  6.3116  7.2572  -0.0002  0.0039  0.0042
Si  9.1694  7.1886  7.3273  -0.0001  -0.005  0.0134
Si  0.8949  10.1621  7.5201  -0.0014  0.0002  0.0055
Si  7.4186  8.8906  7.4907  -0.0072  0.0065  0.0114
O  4.5634  6.5993  8.8865  0.0056  -0.0071  -0.0119
O  1.4026  3.9917  8.9318  0.004  -0.003  -0.0125
O  9.7553  6.5375  8.7416  -0.0003  0.0033  -0.015
O  1.3096  10.1175  9.1519  -0.0029  0.0011  -0.008
O  6.0701  4.2259  9.0271  0.0012  0.0051  -0.0147
O  3.7094  1.6487  8.7707  0.0009  -0.0033  -0.0061
O  7.1565  8.978  9.144  0.0017  -0.0011  -0.0124
O  9.6516  1.0896  9.0656  0.0021  -0.0017  -0.0032
O  8.2672  2.6698  22.7687  0.0009  0.0138  -0.0028
O  10.9223  5.6393  22.6257  0.0144  0.044  -0.1941
O  5.6587  0.0594  22.8108  -0.0261  0.0478  -0.0827
O  5.4411  5.4368  22.6536  -0.0035  -0.0018  0.0106
O  2.1083  2.8528  22.4575  -0.0033  0.0278  0.0559
O  3.4692  7.9018  22.5029  -0.0378  0.0004  -0.018
O  9.0052  8.7949  22.3028  -0.0765  -0.1703  0.0073
O  -0.1528  11.2547  22.6081  -0.0308  0.0088  0.0184
Si  2.1889  2.9468  12.8757  0.0079  -0.0005  0.0199
Si  8.6986  1.3301  10.3592  -0.0022  0.001  0.0144
Si  1.1116  4.5046  15.3295  0.0092  0.0032  0.0111
Si  7.5558  5.5935  12.207  0.0014  0.0033  0.017
Si  2.4997  8.1596  21.2242  0.0084  0.0168  0.0188
Si  5.4334  7.8143  12.4645  0.0004  0.0037  0.0175
Si  9.3168  0.4541  15.495  -0.0012  -0.0003  0.0098
Si  2.9975  -0.0156  16.693  0.0076  -0.0041  0.0151
Si  10.4989  1.1469  12.5954  0.0052  -0.0008  0.0053
Si  7.8135  2.8331  21.2333  -0.0379  -0.0236  0.0147
Si  9.1685  8.7852  14.4568  -0.0027  -0.0046  0.013
Si  1.4882  4.768  10.3611  0.0013  0.0032  0.0168
Si  4.5317  9.4992  19.1829  0.0386  0.0286  0.0491
Si  11.1788  6.0615  21.0618  -0.2217  0.1705  0.0157
Si  6.668  10.4586  14.8487  -0.0065  -0.0007  0.0088
Si  5.4408  0.7183  21.3165  0.0287  -0.0669  0.0875
Si  2.3579  9.815  10.3772  0.0066  0.0011  0.0123
Si  0.5588  10.6242  21.2997  0.029  0.0027  0.0187
Si  5.9322  5.3072  21.1204  0.0186  0.0032  -0.0286
Si  3.6472  7.0881  10.1133  0.0002  0.0098  0.0183
Si  9.089  5.6932  14.8401  -0.0061  -0.0142  0.0259
Si  3.7259  4.1195  19.0893  0.0016  -0.0145  0.0084
Si  10.1043  3.6275  19.3422  -0.0013  0.0402  0.0042
Si  4.3113  8.684  15.3695  0.0009  -0.0004  0.0104
Si  0.5128  1.915  17.1574  0.0082  0.0062  0.0099
Si  6.8966  7.578  19.2431  -0.0251  -0.0146  0.0115
Si  5.3429  3.6478  16.7445  0.0018  0.0048  0.0147
Si  7.8672  5.0236  17.5561  0.0003  0.0081  0.0113
Si  6.6705  9.9465  10.3635  0.002  0.0027  0.0062
Si  4.3921  1.0658  10.095  0.0105  -0.0003  0.0053
Si  -0.0105  9.0803  11.8992  0.0034  0.0017  0.0088
Si  9.3835  8.6424  20.6998  -0.1829  -0.1114  0.3588
Si  4.6104  1.6856  14.5882  0.001  -0.0019  0.0143
Si  2.5437  2.1106  21.0781  0.0297  -0.0252  -0.0461
Si  6.3403  3.3576  10.3785  -0.0024  -0.0108  0.0144
Si  3.4873  5.9263  16.7162  0.0037  -0.0074  0.0031
Si  9.898  6.5252  10.3543  0.001  0.0052  0.0145
O  0.1768  2.5849  18.6009  -0.0084  0.0072  -0.0057
O  2.9927  9.6568  15.6228  0.0028  -0.0023  -0.006
O  11.0145  4.6997  20.178  -0.0478  0.0409  0.0458
O  7.6084  2.4473  9.9469  -0.0001  -0.0003  -0.002
O  10.9378  5.3277  10.8047  0.0016  -0.0002  -0.0064
O  6.6177  6.7652  12.8588  0.0087  -0.0094  -0.0095
O  10.3501  8.0468  10.7806  0.0012  -0.0034  -0.0062
O  7.7111  9.4704  13.9909  0.0078  -0.0003  -0.0024
O  8.4326  6.2086  10.9833  0.0036  -0.0003  -0.0026
O  5.3257  10.4562  20.2399  -0.0486  -0.0112  -0.0464
O  2.1887  3.7142  11.4186  -0.002  0.0057  -0.0103
O  8.0915  8.6105  19.6826  0.2192  0.0079  0.1793
O  6.351  6.7824  20.567  -0.0107  -0.0147  0.0112
O  5.5705  2.7459  15.4027  0.0016  -0.0037  -0.0072
O  1.5039  0.8893  20.6771  -0.0057  -0.0016  0.0084
O  6.0566  9.0849  11.6177  0.0036  -0.0032  -0.0053
O  4.7069  5.0199  16.1263  -0.0086  0.008  0.0002
O  6.6803  3.9101  17.6478  0.0007  -0.0003  -0.0078
O  10.5254  10.6533  11.8082  0.0045  0.0047  -0.0005
O  5.632  0.512  14.0004  0.0038  0  -0.0041
O  8.1164  5.0779  15.9635  0.0228  0.0099  -0.029
O  9.7789  9.8144  15.5785  0.0018  -0.0014  -0.0036
O  -0.3363  5.1813  15.0962  -0.0096  0.0019  -0.007
O  1.7198  6.7572  20.8746  -0.0814  0.0155  0.0551
O  1.5732  0.6499  17.1871  -0.0019  0.0018  -0.0033
O  6.687  1.6869  20.9083  0.0085  0.0204  0.0152
O  1.0572  1.7576  12.8198  -0.003  0.0006  -0.0049
O  3.258  5.501  18.3009  0.0002  0.0023  -0.0109
O  9.5679  2.015  11.5754  0.0016  -0.0058  -0.0077
O  1.0512  3.1244  16.2005  0.0006  0.004  -0.0033
O  8.5859  5.1463  13.3909  0.0019  0.0038  0.0002
O  10.315  8.5649  13.3128  0.0024  -0.0003  -0.0072
O  1.5044  9.3582  21.7142  0.0439  -0.0485  -0.001
O  10.3483  9.9461  20.3154  -0.0967  -0.059  0.0347
O  3.1981  0.2167  10.8654  0.0024  -0.0059  -0.0093
O  5.0973  2.361  10.8337  0.0111  0.0032  -0.0087
O  1.7644  4.126  13.9  -0.004  -0.0044  0.002
O  7.9179  10.8973  10.8449  0.0046  0.0028  -0.0072
O  9.2093  4.4942  18.2925  0.0228  -0.0207  0.0182
O  5.6974  9.5018  15.7756  0.0028  0.001  -0.0073
O  5.5406  -0.0172  9.7127  -0.0022  0.0027  0.0126
O  3.6312  2.3023  13.4034  -0.005  0.0035  -0.0084
O  2.0534  5.6495  15.9988  0.0025  -0.0097  -0.0065
O  9.7505  1.0508  14.0358  0.003  0.0006  -0.0106
O  4.4122  6.9633  11.5331  -0.0029  -0.001  -0.0114
O  4.7766  4.6125  20.2214  0.0125  0.0106  0.0108
O  10.0168  1.3358  16.6421  0.0034  0.0007  -0.0026
O  6.6652  4.338  11.6509  0.0026  -0.0004  -0.008
O  5.6677  8.4626  18.6187  -0.0112  0.0037  0.0001
O  9.1259  2.7034  20.2756  0.0131  0.0113  0.0009
O  3.6839  1.1578  15.8138  0.0042  0.0035  -0.0086
O  4.3093  3.11  17.9164  -0.0017  0.004  -0.0029
O  10.0953  7.1736  20.5291  0.1811  -0.05  0.1017
O  3.3535  8.6624  9.8056  0.0011  -0.0026  -0.0051
O  3.987  7.441  16.3809  0.0008  -0.0037  -0.0057
O  7.6842  0.4871  15.7079  0.0066  0  -0.0056
O  8.9428  7.3036  15.0466  0.0037  0.0021  -0.0052
O  4.044  1.5328  21.3445  0.0315  -0.0014  -0.0188
O  1.6151  9.1498  11.6918  -0.0005  -0.0006  -0.004
O  2.3333  6.1499  10.2007  0.0025  -0.0004  -0.0088
O  7.4097  6.4813  18.1424  0.0082  -0.0244  -0.0149
O  7.242  4.342  21.0175  -0.0069  -0.012  0.0156
O  4.576  8.2648  13.798  0.0034  -0.0001  -0.0074
O  3.356  8.6381  19.9264  -0.0023  -0.0078  0.0093
O  2.6075  3.2201  19.8725  0.01  0.0071  -0.0044
O  3.836  10.4173  18.016  -0.0106  0.0015  -0.0096

Results
free energy: -131423.250 eV
free energy less fixed offsets of O -568.88, P -755.39, Si -635.61 eV per atom: 0.600 eV

The program warned: the cutoff lies below the one the program advises for these potential files; the exchange-correlation potential is rough where the density is thin.
